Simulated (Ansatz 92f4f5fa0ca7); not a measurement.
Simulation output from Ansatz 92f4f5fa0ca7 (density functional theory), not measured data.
Periodic cell of 215 atoms, Si133O82, from a study of silicon, its oxide and their interface. The atomic structure is a simulated model.
Doubt: the cutoff is far below the 930 eV that the study's wrapper takes by default for these files, so forces and energies are approximate.
This geometry differs little from another in the collection (a relaxation step or a small displacement).

Settings
functional: PBE
potential files: Ansatz PAW
basis: plane waves
wave-function cutoff: 580 eV
density cutoff ratio: 5
exchange-correlation grid ratio: 1
k mesh: 1 x 1 x 1, Gamma-centred
self-consistency stop: 5e-08 eV per atom in the density residual
occupations: fixed
spin: none
net charge: 0

Cell vectors (angstrom)
a, 10.938, 0, 0
b, 0, 10.938, 0
c, 0, 0, 31.5712

Atoms and the computed forces on them: element, x, y, z (angstrom), force x, y, z (eV/angstrom)
Si, 0.3057, -0.5962, 24.2334, 0.0035, -0.0024, 0.0177
Si, 4.8239, 0.4298, 24.1648, 0.0014, 0, 0.0014
Si, 3.1674, 2.323, 24.2639, -0.0029, -0.0004, 0.0089
Si, 7.5116, 3.3605, 24.172, 0.0086, -0.0089, 0.0122
Si, -0.3795, 5.8198, 23.918, 0.0024, -0.0015, -0.0181
Si, 5.6685, 5.0051, 24.3481, 0.0052, 0.012, 0.017
Si, 2.2532, 8.8355, 24.15, -0.0022, 0.0005, 0.0013
Si, 8.8353, 7.6072, 24.2116, -0.0031, 0.0102, 0.0136
Si, 1.2782, 1.3274, 25.3024, 0.0105, -0.0075, -0.0039
Si, 6.7691, 1.3547, 25.2631, -0.0065, 0.0124, -0.0053
Si, 4.1068, 3.9452, 25.7019, 0.0013, -0.0079, 0.0036
Si, 9.4836, 4.1612, 25.2881, -0.0074, -0.0047, 0.0033
Si, 1.3828, 6.8347, 25.214, 0.005, 0.0074, 0.0083
Si, 6.8282, 6.8331, 25.3068, 0.0057, -0.0153, -0.0062
Si, 3.9716, 9.6664, 25.547, -0.0028, 0, 0.0008
Si, 9.6123, 9.3858, 25.6058, 0.0045, -0.0067, 0.0024
Si, 2.6292, 0.0911, 26.8546, -0.0045, 0.0043, 0.0125
Si, 8.1849, -0.0103, 26.7172, 0.0061, -0.0062, 0.0048
Si, -0.0565, 2.7586, 26.6801, 0.0009, 0.0015, 0.003
Si, 5.5631, 2.6206, 26.8905, -0.0049, -0.0003, 0.0146
Si, 2.7011, 5.4887, 26.7477, -0.0022, -0.0016, 0.0023
Si, 8.183, 5.5045, 26.7743, 0.0005, 0.0089, -0.0007
Si, 0.1138, 8.0877, 26.8532, -0.0023, -0.0013, 0.0013
Si, 5.462, 8.225, 26.7283, -0.0009, 0.0056, 0.0052
Si, 4.1018, 1.3673, 28.1529, -0.1238, -0.165, 0.7216
Si, 9.5708, 1.3673, 28.1529, -0.1553, 0.0684, -0.6229
Si, 1.3673, 4.1018, 28.1529, -0.3973, 0.0691, -0.5226
Si, 6.8362, 4.1018, 28.1529, 0.4285, -0.0056, 0.2715
Si, 4.1018, 6.8362, 28.1529, -0.0326, 0.0853, -0.4519
Si, 9.5708, 6.8362, 28.1529, 0.1108, -0.2838, 0.3125
Si, 1.3673, 9.5708, 28.1529, 0.0334, -0.0906, 0.5543
Si, 6.8362, 9.5708, 28.1529, -0.1146, 0.1108, -0.3601
Si, 0, 0, 29.5202, -0.0572, -0.2122, -0.0069
Si, 5.469, 0, 29.5202, -0.2413, -0.1264, 0.0735
Si, 2.7345, 2.7345, 29.5202, 0.1746, 0.0049, -0.0214
Si, 8.2035, 2.7345, 29.5202, 0.0444, 0.1589, 0.063
Si, 0, 5.469, 29.5202, -0.2545, -0.1339, 0.0718
Si, 5.469, 5.469, 29.5202, -0.0277, -0.0875, -0.0416
Si, 2.7345, 8.2035, 29.5202, 0.1009, 0.2386, 0.0637
Si, 8.2035, 8.2035, 29.5202, 0.1339, 0.0292, -0.0508
Si, 1.3673, 1.3673, 30.8874, -0.0397, 0.0414, -0.0082
Si, 6.8362, 1.3673, 30.8874, 0.0159, -0.0019, -0.0584
Si, 4.1018, 4.1018, 30.8874, -0.0819, 0.0444, 0.021
Si, 9.5708, 4.1018, 30.8874, 0.1512, -0.034, 0.0143
Si, 1.3673, 6.8362, 30.8874, 0.0018, -0.0558, -0.0705
Si, 6.8362, 6.8362, 30.8874, 0.0017, 0.0433, -0.0092
Si, 4.1018, 9.5708, 30.8874, 0.0844, -0.1096, 0.0135
Si, 9.5708, 9.5708, 30.8874, -0.0882, 0.0829, 0.0232
Si, 2.7345, 0, 0.6835, 0.0761, -0.0847, -0.0264
Si, 8.2035, 0, 0.6835, -0.0254, 0.0029, 0.0376
Si, 0, 2.7345, 0.6835, -0.1161, 0.0492, 0.011
Si, 5.469, 2.7345, 0.6835, 0.0433, -0.0586, 0.0101
Si, 2.7345, 5.469, 0.6835, 0.0009, 0.0653, 0.046
Si, 8.2035, 5.469, 0.6835, 0.0217, -0.0875, -0.0222
Si, 0, 8.2035, 0.6835, 0.0307, 0.0021, 0.0113
Si, 5.469, 8.2035, 0.6835, -0.0936, 0.0745, 0.0099
Si, 4.1018, 1.3673, 2.0507, -0.1204, 0.0267, 0.0098
Si, 9.5708, 1.3673, 2.0507, 0.1584, 0.0136, -0.0921
Si, 1.3673, 4.1018, 2.0507, -0.013, -0.0764, -0.0425
Si, 6.8362, 4.1018, 2.0507, 0.0234, 0.1629, 0.0372
Si, 4.1018, 6.8362, 2.0507, 0.0898, 0.0018, -0.0668
Si, 9.5708, 6.8362, 2.0507, -0.0768, -0.0236, 0.0499
Si, 1.3673, 9.5708, 2.0507, -0.0112, 0.1164, 0.0448
Si, 6.8362, 9.5708, 2.0507, 0.031, -0.1285, -0.0774
Si, 0, 0, 3.418, 0.1508, 0.5842, -0.7325
Si, 5.469, 0, 3.418, 0.07, -0.0795, 0.7785
Si, 2.7345, 2.7345, 3.418, 0.0692, -0.152, -0.2749
Si, 8.2035, 2.7345, 3.418, 0.125, -0.1982, 0.4618
Si, 0, 5.469, 3.418, -0.0979, -0.3356, 0.2382
Si, 5.469, 5.469, 3.418, 0.0207, 0.2108, -0.4721
Si, 2.7345, 8.2035, 3.418, 0.5477, 0.1001, 0.2979
Si, 8.2035, 8.2035, 3.418, -0.5816, 0.1341, -0.4521
Si, 1.3735, 1.3667, 4.7763, -0.0025, -0.007, 0.0006
Si, 6.844, 1.3825, 4.8822, -0.0008, -0.0021, -0.0033
Si, 4.1458, 4.079, 4.719, 0.0027, 0.0025, -0.0098
Si, 9.595, 4.0534, 4.8524, -0.0078, 0.0012, 0.0024
Si, 1.4109, 6.8012, 4.7487, 0.0017, -0.001, -0.0027
Si, 6.7742, 6.8787, 4.7751, 0.0007, -0.0046, -0.0005
Si, 4.1335, 9.5521, 4.9118, -0.0026, 0.0013, 0.0047
Si, 9.4963, 9.6729, 4.6414, 0.0106, -0.0024, -0.0145
Si, 2.704, 0.0194, 6.2143, -0.0073, 0.0001, -0.0006
Si, 8.2847, -0.0013, 6.2294, 0.004, -0.0052, 0.0085
Si, 0.0955, 2.7091, 6.2793, 0.0066, 0.001, 0.0003
Si, 5.4692, 2.8228, 6.2246, -0.007, 0.0047, 0.0075
Si, 2.7818, 5.3949, 6.0835, -0.0015, -0.0002, -0.0029
Si, 8.1325, 5.4679, 6.0742, 0.0003, 0.0076, 0.0007
Si, -0.0201, 8.2968, 5.8005, -0.0054, 0.0083, -0.0048
Si, 5.4876, 8.1507, 6.4025, 0.0041, 0.0009, -0.0024
Si, 3.6655, 1.8428, 7.3916, 0.0033, 0.0044, -0.0011
Si, 10.1934, 0.8427, 7.4734, -0.0025, -0.0028, 0.0037
Si, 1.9505, 3.6749, 7.4859, -0.0016, -0.0006, -0.0021
Si, 6.3206, 4.7555, 7.4241, 0.002, -0.0053, -0.009
Si, 4.3956, 6.2705, 7.5435, 0.0003, -0.0039, -0.0021
Si, 9.2643, 7.2505, 7.0375, 0.0007, -0.0161, -0.0043
Si, 0.8312, 9.9151, 7.265, 0.0029, 0.0027, -0.0065
Si, 7.5743, 8.9646, 7.3492, -0.0022, 0.012, 0.0087
O, 6.9208, 4.8148, 8.9829, 0.002, 0.0022, 0.0081
O, 7.8129, 9.2558, 8.9708, 0.004, -0.0023, -0.0015
O, 10.1134, 6.8863, 8.431, 0.0027, 0.0056, 0.0117
O, 0.9328, 9.0656, 8.7057, 0.0006, 0.0005, 0.0071
O, 4.2894, 1.2669, 8.8349, 0.001, 0.0001, 0.0025
O, 1.7692, 4.3479, 9.0197, 0.0012, 0.0009, 0.0031
O, 10.1218, 1.2531, 9.0998, 0.0002, 0.0014, -0.0004
O, 3.7021, 6.2134, 9.1053, 0.0036, 0.0037, -0.0014
O, 8.7471, 8.2868, 22.7113, -0.0031, -0.0057, -0.0038
O, 7.7282, 3.228, 22.5182, -0.0105, 0.0052, -0.0107
O, 4.7604, 5.3051, 22.9412, -0.005, 0.0019, -0.0109
O, 5.1212, 3.07, 21.6821, 0.0091, 0.0002, 0.002
O, 10.4491, 10.4764, 22.7622, -0.0021, 0.0051, -0.0101
O, 0.1343, 5.4262, 22.3311, -0.0066, 0.0023, 0.0215
O, 2.8531, 8.8848, 22.5778, -0.0004, -0.0013, 0.0032
O, 4.9844, -0.3422, 22.6802, -0.0011, -0.0007, 0.0055
Si, 14.3426, 2.0267, 12.849, 0.0004, 0.0007, -0.0077
Si, 0.3148, 2.9156, 16.9595, -0.0001, 0.0046, 0.002
Si, 2.9325, 5.0758, 13.0313, -0.0008, -0.0004, -0.0039
Si, -3.0653, 4.663, 14.632, 0.0028, 0.0011, -0.0026
Si, 6.6848, 14.1104, 21.2565, 0.0028, -0.0095, -0.0075
Si, -2.3114, 4.1928, 17.4191, 0.0049, -0.0007, 0.0008
Si, 7.2159, 19.6652, 12.975, 0.0024, 0, -0.0019
Si, 12.0575, 6.5204, 18.2747, -0.0024, -0.0038, 0.0015
Si, 3.7321, -5.6999, 19.2667, -0.0006, 0.0007, 0.0068
Si, 13.2829, 5.6318, 9.8864, -0.0078, -0.0018, 0.0166
Si, 1.2441, 6.6868, 15.0906, -0.003, -0.0013, 0.0002
Si, 11.9549, 11.1457, 12.7796, -0.0015, -0.0023, 0.0019
Si, 5.6084, 7.676, 19.8016, 0.0012, 0.0001, 0.0019
Si, 6.4746, 15.3301, 10.4868, 0.0012, 0.0028, 0.0034
Si, 7.8462, 0.4945, 20.2776, -0.008, 0.0014, 0.0042
Si, 2.1417, 9.5595, 14.8319, 0.0012, -0.0006, -0.0001
Si, 10.993, 9.3275, 19.2897, -0.0009, -0.0017, 0.0039
Si, 6.4085, -1.1006, 17.884, 0.0018, -0.0005, 0.0063
Si, 5.7343, 6.0379, 12.9676, -0.0033, -0.001, -0.0041
Si, 8.5816, 9.2211, 10.398, 0.0002, -0.0037, -0.0027
Si, 9.8394, 13.3702, 19.4091, -0.0019, 0.0016, 0.0017
Si, 2.6019, 0.1033, 19.2935, 0.0024, 0.0002, 0.0075
Si, -1.8306, 9.4895, 16.842, 0.0025, -0.0033, -0.0018
Si, 4.0752, -1.3367, 21.7413, 0.0033, 0.0005, -0.0149
Si, 3.9619, 4.1421, 22.0737, -0.0018, 0.0017, -0.0058
Si, 10.0665, 0.893, 10.6901, 0.0027, 0.0025, -0.0044
Si, -1.5389, 7.478, 14.7308, 0.004, -0.0002, -0.001
Si, 0.1273, 7.8072, 9.3984, -0.0121, -0.0013, 0.0057
Si, 7.7955, 5.7561, 19.8237, 0.0006, 0.0023, 0.0021
Si, -0.4103, 5.095, 20.7999, -0.0031, 0.0017, -0.0006
Si, 6.1079, 11.6436, 12.6323, -0.0004, 0.0016, -0.0057
Si, 9.39, 9.5436, 21.9122, 0.0014, 0.0033, -0.0082
Si, 14.9175, 0.1111, 16.6589, -0.0032, 0, 0.0012
Si, 14.0661, 2.6918, 17.8336, -0.0016, -0.0012, 0.0034
Si, -0.2512, 0.3997, 15.2738, 0.0002, -0.0011, 0.0024
Si, 8.4162, -8.127, 12.3661, 0.0012, 0.0014, -0.0031
Si, 4.7006, 1.7732, 10.3114, -0.0018, -0.0024, -0.0008
O, 8.8652, -0.1916, 10.9036, 0.0009, -0.0046, 0.0003
O, 4.7645, 12.215, 13.3931, -0.0012, -0.0002, 0.0039
O, 12.9275, 1.4027, 13.3315, -0.0015, -0.0008, 0.0033
O, 14.1722, 4.7999, 20.7709, 0.002, -0.0011, 0.0038
O, 7.1622, 7.2442, 20.0401, -0.001, 0.0007, 0.0001
O, 4.0888, 3.8942, 18.392, 0.0025, 0.0017, 0.0013
O, 3.5104, -0.3976, 20.54, -0.0006, -0.0025, 0.0059
O, 6.4313, 4.8871, 13.9046, 0.0007, 0.0006, 0.0025
O, 10.9891, 2.0732, 18.3307, 0.0013, -0.0027, 0.001
O, 9.3693, 11.9823, 20.0752, -0.0023, -0.001, 0.0008
O, 1.2441, 6.8288, 10.0307, 0.0029, 0.0004, -0.0064
O, 3.7934, 12.6818, 16.6754, 0.0008, 0.0021, 0.0011
O, -11.6439, 8.9179, 20.6652, 0.0017, -0.0008, 0.0035
O, 5.7645, 11.6687, 11.0113, -0.0023, 0.0019, 0.001
O, -0.5766, 3.4722, 20.5614, 0.0019, 0.0029, 0.0024
O, 8.5532, 13.9313, 18.5323, -0.0008, -0.0001, 0.0005
O, -2.3294, -2.3582, 13.8216, -0.0011, 0.0003, 0.0042
O, 8.5479, 6.114, 14.8797, -0.0008, -0.0005, 0.0027
O, 7.6658, 3.9862, 16.1146, -0.0005, 0.0005, -0.0005
O, 6.8741, 1.749, 20.5293, 0.0072, -0.0003, 0.011
O, -0.7552, 4.1548, 16.8662, -0.0011, -0.0002, 0.0013
O, 14.4575, 10.317, 15.2776, -0.0001, 0, 0.0022
O, 8.8155, 3.7301, 13.663, -0.0025, 0.0008, 0.0047
O, 13.6095, -4.7881, 18.4788, -0.0016, -0.0012, 0.0019
O, -1.2188, 8.1508, 16.1747, -0.0018, 0.0038, 0.0016
O, 2.7381, 1.733, 19.1193, -0.0002, -0.0001, 0.0007
O, -3.3999, 8.5106, 11.4025, 0.0044, 0.0014, -0.0008
O, -1.102, -1.1655, 18.2504, 0.0036, -0.0006, 0.003
O, 5.2848, 3.2963, 10.2951, -0.001, -0.0002, -0.0002
O, 2.2642, 7.9712, 15.1442, 0.0013, 0.001, 0.0019
O, 1.8488, 14.3713, 17.1118, 0.0012, 0.0007, 0.0005
O, 15.0924, 6.1088, 13.2687, 0.0028, 0.0016, 0.0042
O, 11.812, -2.8639, 18.6675, -0.001, 0.001, 0.0009
O, 5.9879, 5.6672, 11.3864, 0.0026, -0.0059, -0.0004
O, -3.7653, 10.6914, 19.0189, 0.002, 0.0041, 0.0066
O, 10.8776, 7.1042, 14.1803, 0.0001, 0.0005, 0.0043
O, -5.9523, 6.2361, 19.4056, -0.0032, 0.0005, -0.0004
O, 12.7912, 5.4524, 14.2006, 0.001, -0.0003, 0.0025
O, 7.7547, 14.6735, 11.2115, -0.0022, 0.0023, 0.0014
O, 0.1166, 1.9248, 15.6938, -0.0001, 0.0004, 0.0028
O, 4.9817, 8.3844, 21.1261, -0.0019, 0.0022, 0.006
O, 2.5351, 5.1554, 11.4413, -0.0023, 0.003, -0.0071
O, 3.4485, 14.5028, 13.3363, 0.0001, 0.0006, 0.0042
O, 8.048, -11.4829, 21.5078, -0.0007, 0.0042, -0.0042
O, 5.558, 10.7909, 16.8966, 0.0025, -0.0016, 0.0021
O, 9.0767, 5.8052, 20.8043, 0.0087, -0.0013, 0.0049
O, 11.5203, 11.2413, 11.2112, -0.0011, 0.0005, 0.0017
O, -4.4604, 10.1627, 13.195, 0.0004, -0.0004, 0.0035
O, -1.6461, 10.8483, 15.9454, -0.0023, 0, 0.0029
O, 2.8511, 3.2516, 22.8881, -0.0024, 0.002, -0.0004
O, -4.057, -6.4526, 20.3142, -0.0016, -0.0059, 0.0073
O, 6.2381, 7.5146, 13.3955, 0.0007, -0.0012, 0.0021
O, 1.0795, -0.3808, 19.5697, -0.0002, -0.0016, 0.001
O, 14.2926, 12.7931, 11.2218, 0.0031, 0.0001, 0.0015
O, 18.4746, 20.071, 16.9698, -0.0032, 0.0003, 0.0025
O, -0.37, 11.2716, 13.6497, -0.0015, 0.002, 0.0027
O, 5.4591, 8.7015, 18.5496, 0.0018, -0.0001, 0.0024
O, 11.8733, -0.6585, 15.7023, -0.0002, 0.0003, 0.002
O, -0.9202, 8.4382, 10.4792, -0.0019, 0.0006, -0.005
O, 11.2903, 5.6189, 19.4316, 0.0001, 0.0022, 0.002
O, 3.1184, -0.5466, 17.8867, 0, 0, -0.0002
O, 1.808, 9.7686, 13.2229, 0.0007, 0.0009, 0.0033
O, 0.8749, 6.3004, 16.6535, 0.0017, 0.0012, 0.0005
O, 9.7283, 2.186, 11.6267, 0.0011, -0.0028, 0.0018
O, 7.3755, 1.6845, 12.9161, -0.0005, -0.0004, 0.0041
O, 8.2191, 16.4925, 18.2388, -0.0011, 0.0006, -0.0001

Results
free energy: -131182.743 eV
free energy less fixed offsets of O -568.88, Si -635.61 eV per atom: 1.547 eV

The program warned: the cutoff lies below the one the program advises for these potential files; the forces do not sum to zero within the program's tolerance; the exchange-correlation potential is rough where the density is thin.
